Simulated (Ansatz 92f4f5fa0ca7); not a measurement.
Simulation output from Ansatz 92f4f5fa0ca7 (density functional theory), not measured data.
Periodic cell of 177 atoms, Si107O70, from a study of silicon, its oxide and their interface. The atomic structure is a simulated model.

Settings: functional r2SCAN; potential files Ansatz norm-conserving; basis plane waves; wave-function cutoff 1300 eV; density cutoff ratio 4; exchange-correlation grid ratio 1; k mesh 2 x 2 x 1, shifted by 0.5 0.5 0.5 of a step; self-consistency stop 5e-08 eV per atom in the density residual; occupations Fermi-Dirac, 0.05 eV; spin none; net charge 0.

Cell vectors (angstrom)
a, 11.54, 0, 0
b, 0, 11.54, 0
c, 0, 0, 23.8157

Atoms and the computed forces on them: element, x, y, z (angstrom), force x, y, z (eV/angstrom)
Si, -0.162, -0.5737, 0.063, -0.0254, -0.2096, -0.3837
Si, -0.0311, 4.8483, 0.0471, -0.1364, 0.1619, -0.8417
Si, -0.0793, 7.8949, 0.4586, -0.0535, 0.0065, -0.8177
Si, 3.6223, -0.0887, 0.2268, -0.0207, -0.5379, -0.2182
Si, 4.1262, 3.8816, -0.1723, -0.1017, 0.297, -0.3567
Si, 3.7333, 8.2175, 0.3305, 0.0094, 0.1208, -0.5595
Si, 7.4977, -0.8549, 0.0371, -0.0717, -0.1194, -0.7197
Si, 7.6692, 4.3903, 0.0111, 0.079, 0.2132, -0.5915
Si, 7.6483, 7.5564, 0.4561, -0.133, -0.1352, -0.6856
Si, 1.6854, 0.0805, 1.4723, -0.1366, -0.0607, -0.2793
Si, 1.9869, 4.0738, 1.1193, 0.0944, 0.0244, -0.1755
Si, 1.8766, 7.7614, 1.6638, 0.0895, 0.1146, -0.1858
Si, 5.7158, -0.0503, 1.4364, -0.0424, 0.0908, -0.215
Si, 5.8409, 3.792, 1.4214, 0.1707, 0.0809, -0.0177
Si, 5.661, 7.6261, 1.6309, -0.214, 0.113, -0.232
Si, 9.4528, -0.1635, 1.3361, -0.0503, -0.105, -0.1583
Si, 9.6413, 4.0199, 1.3245, 0.0251, 0.1019, -0.2141
Si, 9.5528, 7.7168, 1.7591, 0.1752, -0.0113, -0.2743
Si, 1.8337, 2.1241, 2.6088, 0.0644, -0.0518, -0.0499
Si, 1.964, 5.742, 2.8114, 0.0432, -0.0505, 0.0797
Si, 1.8529, 9.7288, 2.899, 0.2049, 0.1062, 0.3082
Si, 5.8701, 1.8919, 2.7782, 0.0183, -0.1483, -0.0019
Si, 5.7163, 5.6618, 2.8842, -0.1101, 0.0196, 0.1694
Si, 5.6959, 9.6199, 2.9119, -0.1526, 0.0386, 0.2661
Si, 9.6196, 1.9331, 2.5862, 0.0008, 0.0268, -0.2141
Si, 9.6175, 5.726, 2.9235, -0.1099, -0.0725, 0.2704
Si, 9.548, 9.678, 2.9596, -0.0719, -0.0285, 0.3265
Si, -0.023, 1.9788, 4.0477, 0.0525, 0.0797, 0.0431
Si, 0.0413, 5.7341, 4.2109, -0.1249, -0.1586, -0.0074
Si, -0.0198, 9.6603, 4.2817, 0.0468, 0.0738, -0.0933
Si, 3.8056, 1.9581, 4.0153, -0.0387, -0.0271, -0.1734
Si, 3.8055, 5.708, 4.2409, 0.0791, -0.0494, -0.0469
Si, 3.763, 9.6472, 4.2771, -0.0614, -0.048, -0.1972
Si, 7.8005, 1.9113, 4.1142, -0.1002, 0.0582, 0.0363
Si, 7.6852, 5.719, 4.2417, 0.2787, -0.0448, -0.1146
Si, 7.6337, 9.6071, 4.2826, 0.0221, 0.1574, -0.1299
Si, 0.0625, 0.1081, 5.5283, 0.0204, -0.0518, -0.0225
Si, 0.0007, 3.7974, 5.5565, -0.062, -0.007, 0.0294
Si, 0.0279, 7.6742, 5.5562, -0.0269, -0.0532, -0.0082
Si, 3.8072, 0.1037, 5.4963, 0.0749, -0.0105, -0.0366
Si, 3.8199, 3.7611, 5.5451, 0.0111, 0.0888, 0.0705
Si, 3.7662, 7.6485, 5.5545, 0.0561, 0.0158, -0.0877
Si, 7.7939, 0.0303, 5.5503, 0.0236, -0.133, -0.0132
Si, 7.7672, 3.776, 5.5646, -0.0632, 0.0516, -0.0516
Si, 7.7003, 7.6487, 5.5801, -0.1129, 0.0362, -0.0206
Si, 1.9528, 0.1334, 6.9586, -0.0475, 0.0222, 0.1015
Si, 1.9049, 3.8195, 6.9612, -0.0092, -0.1157, 0.0043
Si, 1.9, 7.6101, 6.9895, -0.0428, -0.0517, 0.1787
Si, 5.7942, -0.0091, 6.7433, -0.0652, 0.1846, 0.0443
Si, 5.7978, 3.7522, 6.8358, -0.0255, -0.0212, -0.0108
Si, 5.7162, 7.5422, 6.8222, 0.0175, 0.0513, 0.174
Si, 9.7428, 0.024, 6.9488, 0.0939, 0.0969, -0.0544
Si, 9.67, 3.7306, 6.9868, 0.1685, 0.1078, 0.038
Si, 9.6617, 7.7524, 6.911, 0.1207, -0.0724, -0.0414
Si, 1.9943, 2.0257, 8.476, 0.049, -0.035, 0.0623
Si, 1.834, 5.6618, 8.45, -0.0267, 0.0649, 0.0971
Si, 1.9909, 9.6436, 8.167, -0.0491, 0.1407, -0.1173
Si, 5.9533, 1.8295, 8.1503, 0.0813, -0.0456, -0.1472
Si, 5.6309, 5.6254, 8.2487, -0.0279, 0.1054, -0.1446
Si, 5.81, 9.5472, 7.9898, 0.0402, -0.274, -0.3131
Si, 9.8297, 1.8086, 8.4776, 0.1375, 0.0581, 0.0902
Si, 9.6182, 5.7793, 8.1395, -0.0237, -0.0895, -0.1114
Si, 9.8701, 9.673, 8.3407, 0.0972, -0.1351, 0.2479
Si, 0.1835, 2.0097, 10.1194, -0.1024, 0.0087, -0.0248
Si, -0.2346, 5.8265, 9.7209, 0.1026, 0.1233, 0.1409
Si, 0.3974, 9.7636, 9.8555, -0.0142, -0.2058, 0.0253
Si, 4.141, 1.8921, 9.5418, -0.0829, 0.1922, 0.2608
Si, 3.7907, 5.4934, 9.8514, 0.1119, -0.0633, 0.2678
Si, 3.9452, 9.4884, 9.3613, 0.0849, 0.0108, 0.0981
Si, 7.7935, 1.6764, 9.6287, -0.2743, -0.052, 0.2784
Si, 7.6805, 5.6382, 9.3718, -0.0979, 0.1632, 0.1346
Si, 7.7227, 9.538, 9.2959, -0.096, 0.0803, -0.0439
Si, 1.1198, 0.0744, 11.359, 0.2838, -0.0377, 0.5973
Si, -0.7951, 4.0566, 11.2184, -0.4706, 0.1825, 0.7812
Si, 0.0065, 7.7958, 11.1343, -0.2632, -0.1787, 0.3467
Si, 4.2254, -0.1516, 10.6005, 0.105, -0.0354, 0.6915
Si, 4.6683, 3.4809, 11.2495, 0.3008, -0.3418, 0.3177
Si, 4.1327, 7.6294, 10.7861, 0.5063, -0.0109, 0.6655
Si, 7.2903, -0.3474, 10.8771, -0.1528, -0.3866, 0.496
Si, 7.6962, 3.7384, 10.6814, 0.1181, -0.1013, 0.6564
Si, 7.3392, 7.6096, 10.5469, -0.4126, -0.0612, 0.6562
Si, -2.8144, -0.3847, 19.2489, 0.0208, -0.1026, -0.3456
Si, 1.831, -0.1349, 14.2845, 0.0096, -0.0728, 0.2463
Si, 3.9388, 13.7669, 14.1819, -0.0612, 0.1043, 0.4802
Si, 6.2628, 3.3463, 15.9811, 0.1316, 0.091, 0.2275
Si, 10.4673, 9.1221, 17.6829, -0.0736, -0.0023, 0.2061
Si, 4.2034, 7.1301, 13.7376, 0.2455, -0.1446, 0.4413
Si, 0.1147, 5.9481, 13.5285, -0.0558, -0.0394, 0.3784
Si, 14.2131, 4.8766, 14.8636, 0.0944, 0.058, 0.5135
Si, -4.8858, 6.1862, 15.0322, 0.0149, -0.0451, 0.2892
Si, -0.7854, 12.4351, 21.1105, -0.1021, -0.1192, -0.3217
Si, -2.651, 9.1079, 12.4418, -0.1697, -0.0452, 0.3928
Si, 6.266, -0.3838, 21.0746, -0.1215, -0.1943, -0.4566
Si, 8.4798, 2.525, 18.1399, 0.0761, -0.067, -0.2498
Si, 7.5876, 3.9758, 20.8566, 0.0297, -0.0178, -0.3963
Si, 4.5896, -3.1251, 21.2638, -0.0218, -0.1464, -0.4841
Si, 9.4111, 7.7564, 14.9764, -0.1215, -0.0331, 0.3968
Si, 3.8846, 13.0257, 21.448, 0.0693, 0.1721, -0.3077
Si, 1.6426, 1.5949, 19.2226, 0.0641, 0.0902, -0.3993
Si, 0.733, 6.8444, 17.6762, 0.0923, -0.16, 0.2301
Si, -0.1614, 3.9709, 18.3216, 0.0048, 0.0704, -0.2385
Si, 1.4598, -0.5614, 17.0858, -0.0013, 0.0265, 0.3629
Si, 3.3242, 6.7167, 19.452, 0.0932, 0.0253, -0.1688
Si, 2.3412, 8.7387, 15.6296, -0.0226, -0.1169, 0.3834
Si, 4.6597, 5.5124, 17.0369, 0.0591, 0.1126, 0.3505
Si, 5.0729, 5.6748, 21.3894, -0.2383, 0.1929, -0.5459
Si, 10.4245, 15.5, 21.0939, 0.0837, 0.183, -0.3116
O, -0.0597, -2.196, -0.4198, -0.0484, 0.2317, 0.7194
O, -0.3088, 0.4287, -1.237, 0.1067, -0.2907, 0.2106
O, -0.2068, 4.4626, -3.9552, -0.1996, -0.2486, 0.157
O, -0.2151, 4.1315, -1.4086, -0.0402, 0.1075, 0.2567
O, -0.0851, 6.4755, -0.4307, 0.0963, -0.5263, 0.7691
O, 3.5989, 5.6088, -10.0698, -0.0104, 0.0465, -0.0382
O, 2.0834, 0.4214, -5.6162, -0.2089, 0.0716, -0.0437
O, 2.7818, -0.1167, -12.3739, -0.3503, 0.2223, -0.1119
O, 3.3146, 0.3319, -1.3621, 0.2243, 0.0424, 0.5388
O, 4.0954, 2.7946, -1.4155, 0.0115, 0.1825, 0.3757
O, 4.7099, 5.2633, -0.8935, 0.0043, -0.3837, 0.1156
O, 3.7787, 9.8374, 0.3408, 0.1007, -0.1326, -0.2279
O, 7.1972, -0.5999, -4.0582, -0.0271, 0.148, 0.4293
O, 7.2123, -0.1466, -1.4403, 0.0962, -0.282, 0.4658
O, 4.4684, 6.2733, -5.4009, -0.2892, -0.0343, 0.076
O, 7.4899, 3.4436, -1.3928, -0.0011, 0.5823, 0.6016
O, 7.6201, 9.0416, -0.3546, -0.0965, 0.3316, 0.4197
O, 7.688, 6.0561, -0.3688, -0.116, -0.0332, 0.5263
O, -2.4117, -2.501, 14.0317, 0.014, -0.078, -0.5055
O, -3.2316, -0.936, 12.0804, -0.1027, -0.0781, -0.2242
O, -5.2532, 3.7777, 11.5708, -0.4615, -0.013, -0.4563
O, -2.4343, 3.8365, 11.5687, 0.5487, -0.0424, -0.7042
O, -7.7974, 7.8808, 12.3881, -0.0084, -0.0879, -0.6793
O, -5.7875, 7.5598, 10.8502, 0.0087, 0.0581, -0.1565
O, 0.8383, 0.1669, 13.0129, 0.1621, -0.0687, -0.6155
O, 3.2515, 0.7327, 14.2078, -0.1317, 0.0247, -0.1953
O, -4.734, 4.5453, 14.9822, -0.2688, 0.0996, 0.041
O, 4.1707, 2.7435, 12.6511, 0.0864, 0.2767, -0.3728
O, 0.7169, 7.0602, 12.473, -0.3079, 0.327, -0.4905
O, 3.6244, 7.9413, 15.0434, -0.0491, -0.1025, -0.3592
O, 5.7016, -0.2945, 11.4533, -0.0848, 0.19, -0.7095
O, 5.822, 6.8907, 13.818, -0.2981, 0.0035, 0.0076
O, 7.903, 7.8715, 12.0715, 0.1929, 0.161, -0.3631
O, 11.2271, 4.6123, 12.7042, 0.0016, -0.0383, -0.4896
O, 9.2259, 9.8076, 18.4792, 0.152, 0.1682, 0.0556
O, 10.2543, 8.6825, 11.6763, 0.2429, -0.0481, 0.1268
O, -2.7533, 0.9276, 18.2755, -0.0085, -0.0336, 0.2928
O, -1.4755, 2.3656, 21.0566, 0.0914, 0.0301, 0.1429
O, 0.4955, 0.9601, 20.1464, -0.1265, 0.0786, 0.1432
O, -4.0201, 2.6993, 16.8092, -0.0635, 0.0864, 0.1126
O, 1.1678, 5.3782, 14.6202, -0.0371, 0.149, -0.3339
O, 1.0572, 14.391, 18.3213, -0.1386, -0.0789, 0.2783
O, 2.8329, 3.269, 14.8002, 0.2254, 0.0117, -0.2318
O, 10.4768, 6.7028, 14.356, 0.236, -0.0882, -0.2872
O, 5.7392, 6.4875, 16.3332, -0.0188, -0.3348, -0.3649
O, 9.8957, 8.4827, 16.3223, 0.0445, -0.0936, -0.2042
O, 8.081, 6.878, 15.235, 0.1007, 0.1427, -0.2083
O, 5.6836, 7.1927, 21.2628, -0.3184, -0.0432, 0.2634
O, 3.6267, -3.5208, 22.5136, 0.1198, -0.009, 0.5697
O, 5.3076, 4.0218, 17.132, 0.0353, 0.1189, -0.4286
O, 11.1638, 7.8202, 18.3914, 0.0871, 0.074, -0.3537
O, 11.5858, 10.2946, 17.5138, 0.1427, -0.0553, -0.1113
O, 1.9045, -1.7985, 14.3889, 0.0449, 0.2283, 0.0338
O, 5.3389, 2.3125, 15.0846, -0.3379, 0.0777, -0.3046
O, 1.2953, 7.6325, 16.3221, 0.1719, 0.1941, -0.1474
O, 1.8743, 6.6408, 18.804, 0.0358, 0.0509, -0.1228
O, -2.5213, 4.7813, 20.937, -0.0094, -0.2749, 0.1092
O, 2.5979, 9.8114, 16.846, -0.3304, 0.0071, -0.3555
O, 3.1993, 5.3726, 16.33, 0.0358, -0.1233, -0.422
O, 2.9092, 1.9151, 20.205, 0.0935, -0.1763, 0.3257
O, 3.5875, 5.6536, 20.6647, 0.4082, 0.2049, 0.156
O, 6.1903, 4.7714, 20.6272, 0.078, -0.0662, 0.4203
O, 7.7201, 3.0241, 19.5123, 0.0763, 0.1374, 0.2999
O, 3.6415, 8.2449, 19.9381, 0.2539, -0.2168, 0.4473
O, 9.9169, 3.3161, 17.9055, 0.0209, -0.0267, 0.2443
O, 5.3165, -1.6962, 21.288, 0.109, 0.1701, 0.1276
O, 11.6954, 5.3119, 17.415, 0.0003, 0.0643, 0.155
O, 12.7142, 11.8309, 15.7216, 0.2304, -0.2698, -0.2974
O, 5.2971, 12.4549, 20.8506, -0.1417, 0.0181, 0.2813
O, 9.6925, 11.3642, 20.5329, 0.084, 0.198, 0.1034

Results
free energy: -45094.170 eV
free energy less fixed offsets of O -463.61, Si -117.95 eV per atom: -20.820 eV
pressure: -2.30 GPa
stress xx, yy, zz, yz, xz, xy (GPa, positive in tension): 2.03, 3.23, 1.65, -0.86, 1.16, -0.18
